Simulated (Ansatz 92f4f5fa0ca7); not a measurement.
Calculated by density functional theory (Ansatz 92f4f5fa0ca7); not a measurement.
Periodic cell of 220 atoms, Si132O88, from a study of silicon, its oxide and their interface. The atomic structure is a simulated model.
Doubt: the cutoff is far below the 930 eV that the study's wrapper takes by default for these files, so forces and energies are approximate.
This geometry differs little from another in the collection (a relaxation step or a small displacement).

Settings
functional: PBE
potential files: Ansatz PAW
basis: plane waves
wave-function cutoff: 580 eV
density cutoff ratio: 5
exchange-correlation grid ratio: 1
k mesh: 1 x 1 x 1, Gamma-centred
self-consistency stop: 5e-08 eV per atom in the density residual
occupations: fixed
spin: none
net charge: 0

Cell vectors (angstrom)
a	10.938	0	0
b	0	10.938	0
c	0	0	32.5442

Atoms: element, x, y, z (angstrom)
Si	-0.3324	0.4078	24.9923
Si	5.769	-0.2274	25.0948
Si	2.5042	3.0657	25.2604
Si	8.3833	2.699	24.838
Si	0.2888	5.2369	25.2478
Si	5.0922	5.8071	25.1484
Si	2.9348	8.1057	24.9805
Si	7.9192	8.4055	25.0205
Si	1.2834	1.4224	26.4053
Si	6.8791	1.4649	26.2985
Si	4.0464	4.2284	26.5413
Si	9.5449	4.1005	26.3983
Si	1.3986	6.9379	26.4014
Si	6.7748	6.8863	26.4012
Si	4.1112	9.6147	26.3736
Si	9.5231	9.6429	26.2851
Si	2.7001	0.0265	27.7265
Si	8.1853	0.0466	27.7308
Si	-0.0485	2.7537	27.8028
Si	5.4666	2.7592	27.7362
Si	2.6746	5.5621	27.8443
Si	8.1705	5.4912	27.7349
Si	-0.0443	8.2703	27.7123
Si	5.4323	8.236	27.7873
Si	4.1018	1.3673	29.126
Si	9.5708	1.3673	29.126
Si	1.3673	4.1018	29.126
Si	6.8362	4.1018	29.126
Si	4.1018	6.8362	29.126
Si	9.5708	6.8362	29.126
Si	1.3673	9.5708	29.126
Si	6.8362	9.5708	29.126
Si	0	0	30.4932
Si	5.469	0	30.4932
Si	2.7345	2.7345	30.4932
Si	8.2035	2.7345	30.4932
Si	0	5.469	30.4932
Si	5.469	5.469	30.4932
Si	2.7345	8.2035	30.4932
Si	8.2035	8.2035	30.4932
Si	1.3673	1.3673	31.8605
Si	6.8362	1.3673	31.8605
Si	4.1018	4.1018	31.8605
Si	9.5708	4.1018	31.8605
Si	1.3673	6.8362	31.8605
Si	6.8362	6.8362	31.8605
Si	4.1018	9.5708	31.8605
Si	9.5708	9.5708	31.8605
Si	2.7345	0	0.6835
Si	8.2035	0	0.6835
Si	0	2.7345	0.6835
Si	5.469	2.7345	0.6835
Si	2.7345	5.469	0.6835
Si	8.2035	5.469	0.6835
Si	0	8.2035	0.6835
Si	5.469	8.2035	0.6835
Si	4.1018	1.3673	2.0507
Si	9.5708	1.3673	2.0507
Si	1.3673	4.1018	2.0507
Si	6.8362	4.1018	2.0507
Si	4.1018	6.8362	2.0507
Si	9.5708	6.8362	2.0507
Si	1.3673	9.5708	2.0507
Si	6.8362	9.5708	2.0507
Si	0	0	3.418
Si	5.469	0	3.418
Si	2.7345	2.7345	3.418
Si	8.2035	2.7345	3.418
Si	0	5.469	3.418
Si	5.469	5.469	3.418
Si	2.7345	8.2035	3.418
Si	8.2035	8.2035	3.418
Si	1.4216	1.303	4.8135
Si	6.8451	1.3619	4.7725
Si	4.097	4.0586	4.7732
Si	9.5959	4.0634	4.8285
Si	1.4178	6.7802	4.8177
Si	6.8479	6.8221	4.7432
Si	4.1292	9.5406	4.8397
Si	9.668	9.4912	4.6735
Si	2.7225	-0.1262	6.2857
Si	8.4235	0.0326	5.9181
Si	0.0811	2.6799	6.1944
Si	5.3067	2.5525	6.1518
Si	2.8353	5.4464	6.2213
Si	8.0787	5.3468	6.1312
Si	-0.0286	8.1122	6.1271
Si	5.6183	8.2584	6.1746
Si	3.7458	1.4835	7.7203
Si	10.0008	0.9418	7.4414
Si	1.6178	3.8585	7.5136
Si	6.5403	3.9918	7.4587
Si	4.6253	6.5054	7.4214
Si	9.0873	7.1471	7.2685
Si	1.1868	9.5269	7.5744
Si	7.2112	9.6862	7.3662
O	1.3961	4.1464	24.6576
O	6.8285	9.5578	24.5444
O	2.707	2.7288	8.0491
O	8.1796	8.4167	7.869
O	5.5822	5.2574	8.0195
O	0.1251	-0.2064	8.0307
O	4.0247	6.9323	24.5411
O	9.5026	1.5277	24.4149
O	1.8093	8.691	8.8974
O	0.8312	4.4452	8.8412
O	9.1751	1.4371	8.7792
O	6.9155	10.9043	8.5169
O	4.1505	0.9067	9.2315
O	4.1637	7.4379	8.6927
O	6.9649	2.8438	8.6219
O	9.6197	6.3258	8.5737
O	3.3844	2.4396	24.0392
O	5.1406	0.4226	23.7295
O	7.7704	3.4898	23.4734
O	10.4491	5.8762	23.9706
O	8.4238	7.5927	23.6558
O	2.3324	8.832	23.6033
O	5.6745	5.031	23.841
O	0.4449	10.7424	23.6706
Si	4.2089	11.6398	10.8654
Si	7.6541	7.4125	12.1184
Si	5.6168	5.8844	20.182
Si	4.4012	1.6815	23.0376
Si	10.5203	-2.7797	18.1945
Si	6.3599	-2.1021	16.1898
Si	0.9957	9.4396	22.8551
Si	8.8852	8.9675	14.5563
Si	-2.5833	4.4662	12.1279
Si	1.0506	9.4034	14.7348
Si	4.2814	0.11	18.6071
Si	1.6444	10.0411	17.4992
Si	6.6159	12.8352	12.0266
Si	2.8819	-3.2564	9.6555
Si	4.7808	8.7962	11.8411
Si	0.5124	11.0251	20.2838
Si	1.7427	0.7624	12.8187
Si	0.3973	3.3833	12.6284
Si	6.1878	8.9037	19.4338
Si	6.372	4.0705	22.7476
Si	14.802	7.9113	14.6402
Si	7.5818	1.3818	9.1355
Si	8.7214	-0.5011	19.2241
Si	6.9004	1.5186	17.5268
Si	2.426	2.9143	14.751
Si	1.7475	4.3149	17.0961
Si	-3.6697	0.4293	14.8158
Si	9.7827	5.3751	17.5997
Si	6.721	4.6009	17.4647
Si	9.8179	7.0152	23.0237
Si	10.673	6.1121	20.3324
Si	12.0295	5.2005	10.2692
Si	2.57	4.8092	20.1353
Si	2.7295	1.8561	20.682
Si	4.1822	5.0806	15.4776
Si	9.3391	6.191	10.1429
O	2.8848	5.3407	16.4764
O	7.5655	-1.3484	20.0186
O	5.8965	7.5117	20.2521
O	-7.0614	3.6819	14.6715
O	0.4761	1.7461	12.4427
O	6.4538	8.736	17.8177
O	2.8794	3.4492	20.9789
O	3.4597	8.2768	11.0432
O	-1.1554	3.9048	12.7381
O	-0.1169	6.1604	10.8104
O	4.9394	-0.9834	19.6444
O	10.7391	7.6258	19.7184
O	0.1597	4.6934	16.8817
O	3.2567	10.2228	17.627
O	1.1908	9.9083	21.294
O	8.3975	8.4802	13.0815
O	12.1604	3.7462	13.9946
O	9.5096	-1.4916	18.1698
O	3.4985	1.0431	21.8585
O	1.2595	4.054	11.4055
O	6.3808	4.996	21.3657
O	9.9656	5.1276	19.2231
O	13.051	4.2626	18.6709
O	8.3055	4.8892	17.0727
O	1.124	1.5388	20.7079
O	5.0378	12.8714	11.5736
O	2.7047	11.5361	11.502
O	-0.4417	8.6778	14.7613
O	2.5915	12.395	14.0486
O	7.1649	3.3942	12.3615
O	4.3527	8.8504	13.4051
O	5.0701	10.2833	11.23
O	-3.1337	8.2565	15.6064
O	8.589	4.7745	10.5237
O	2.2814	8.3036	14.8896
O	5.4673	0.7697	17.7147
O	8.0518	0.7537	18.41
O	9.6552	6.2338	21.6008
O	1.1707	10.4703	15.9896
O	-0.1199	8.2722	22.8695
O	5.6463	4.933	16.2438
O	-1.0736	-3.9606	17.2953
O	3.465	1.3328	19.3177
O	1.991	2.8695	16.3418
O	6.6736	13.9943	17.9799
O	6.7906	1.0026	13.3773
O	5.4908	2.7349	22.433
O	11.8934	-0.0779	18.7217
O	4.9187	8.1317	15.8788
O	-2.2328	-0.3398	14.643
O	2.3415	-4.7416	10.0368
O	8.4593	7.4343	10.6964
O	1.2696	5.6356	20.7269
O	1.2096	10.2432	13.3318
O	9.814	0.0547	20.3201
O	4.0811	6.3013	14.3802
O	6.2073	-0.6492	15.4426
O	7.3684	1.5948	15.9541
O	14.9106	5.6674	20.1783
O	6.1118	7.8414	11.7725
O	7.8344	5.8986	12.771
O	7.457	1.2933	10.758
O	12.0256	-2.4344	17.6467
O	6.2618	5.4805	18.7454

Results
free energy: -133961.985 eV
free energy less fixed offsets of O -568.88, Si -635.61 eV per atom: -0.025 eV

Forces (eV/angstrom), in the order of the atoms: element, x, y, z
Si	0.0131	-0.0078	-0.0006
Si	-0.0164	0.0245	0.0314
Si	0.0145	-0.0118	0.0065
Si	-0.0124	0.0165	0.0332
Si	-0.0276	0.0119	-0.0037
Si	0.0087	-0.0062	-0.0132
Si	-0.0148	0.0117	0.03
Si	0.0063	-0.0111	0.0014
Si	0.0056	-0.0042	0.0025
Si	-0.004	-0.0053	-0.01
Si	0.0022	-0.006	0.0048
Si	-0.0021	0.0017	-0.0055
Si	0.0026	0.0061	-0.0125
Si	0.0073	-0.0055	0.0048
Si	0.0029	0.0033	-0.005
Si	0.0042	-0.0034	0.0058
Si	0.0007	-0.0022	0.0077
Si	-0.0035	0.0074	0.002
Si	-0.0035	0.0024	0.0075
Si	0.0006	-0.0025	0.0056
Si	0.0007	0.0014	0.0106
Si	0.0021	0.0003	0.0089
Si	-0.0011	-0.0026	0.0098
Si	-0.0061	0.0019	0.0071
Si	-0.0333	0.0382	-0.2895
Si	-0.143	-0.1644	0.2718
Si	-0.3114	0.1635	0.2981
Si	0.0048	0.0171	-0.0795
Si	0.0573	0.3062	0.5953
Si	-0.0647	0.1531	-0.3472
Si	-0.1017	0.09	-0.2029
Si	-0.0184	0.2959	-0.0529
Si	-0.0008	0.0125	-0.0128
Si	0.0585	-0.0697	-0.0071
Si	0.038	0.0337	-0.0286
Si	0.0411	-0.0454	-0.0087
Si	0.0654	-0.08	0.0183
Si	-0.004	0.0042	-0.0179
Si	0.1126	-0.052	0.0219
Si	0.0297	0.0202	-0.0342
Si	-0.039	-0.0222	-0.0052
Si	-0.0377	0.0761	-0.0238
Si	0.0054	0.0257	-0.0062
Si	-0.0767	0.0297	-0.0267
Si	-0.0536	0.0451	-0.031
Si	-0.0087	-0.0001	-0.0175
Si	-0.0718	0.0759	-0.0179
Si	0.0216	-0.0073	-0.0076
Si	0.0928	-0.0722	0.0191
Si	0.0163	-0.024	0.0181
Si	0.0163	0.0576	0.0053
Si	0.0129	-0.0484	0.0433
Si	-0.0047	0.0209	0.0103
Si	0.0514	-0.0444	0.0102
Si	0.0514	-0.0739	0.0313
Si	0.026	-0.0222	0.0093
Si	-0.0471	0.0674	0.0181
Si	-0.0107	-0.0196	0.0341
Si	-0.104	-0.0912	0.0161
Si	0.0626	0.119	-0.0002
Si	-0.055	-0.0857	0.0113
Si	-0.0926	0.0761	-0.02
Si	-0.0071	0.1522	-0.0448
Si	-0.0658	-0.0299	0.0232
Si	0.5519	0.0706	-0.4474
Si	-0.0063	-0.201	0.1619
Si	-0.1216	-0.2561	-0.1087
Si	-0.01	0.1979	0.0671
Si	0.1239	-0.2182	0.2851
Si	-0.2155	-0.0668	-0.1341
Si	0.0605	-0.02	0.3095
Si	0.16	-0.3947	-0.5356
Si	0.0067	-0.0019	-0.0009
Si	0.0013	0.0011	-0.0021
Si	0.0041	-0.0036	-0.0017
Si	0.0052	-0.0009	-0.0073
Si	0.0015	-0.0006	-0.0081
Si	0.0021	-0.0053	-0.002
Si	-0.0032	0.0051	-0.0086
Si	0.0028	-0.0032	-0.0072
Si	-0.0014	0.0004	0.006
Si	-0.0045	0.0071	0.002
Si	-0.0049	0.0025	-0.0008
Si	0.0044	0.0009	0.0091
Si	-0.002	0.0062	0.0003
Si	0.0013	0.0034	0.0103
Si	0.0001	0.0001	0.0097
Si	-0.0059	-0.0021	0.0017
Si	0.0039	-0.0076	-0.0169
Si	-0.0139	0.0108	0.002
Si	-0.0084	0.0054	0.0036
Si	0.0051	-0.0153	-0.0265
Si	-0.0112	0.0056	0.0029
Si	0.0128	-0.0145	0.0028
Si	0.011	-0.0144	-0.017
Si	0.0008	0.0003	-0.007
O	-0.0031	0.0064	-0.0148
O	0.0069	-0.0053	-0.0139
O	0.0051	-0.0022	0.0062
O	0.0001	0.0007	0.0078
O	-0.0068	0.0082	0.014
O	-0.0067	0.0108	0.0097
O	0.0074	-0.0082	-0.0081
O	0.0058	-0.0092	-0.0102
O	0.0009	-0.0008	0.0079
O	-0.0019	0.0047	0.0069
O	0.0062	-0.0025	0.0038
O	-0.0022	0.0015	0.0056
O	0.0015	-0.0036	0.0179
O	0.0064	0.0015	0.0006
O	0.0006	0.0004	0.0105
O	-0.0027	-0.0018	-0.0032
O	-0.0024	-0.0017	-0.0032
O	-0.0027	0.0023	-0.008
O	-0.0027	0.003	-0.0073
O	-0.0003	0.0211	0.0029
O	0.0126	-0.0048	-0.0023
O	-0.0145	0.0059	-0.0123
O	-0.0022	0.0032	0.0111
O	0.0031	-0.0075	-0.0029
Si	0.0013	-0.004	-0.0113
Si	0.0002	0.0066	0.0013
Si	0.0055	-0.0042	-0.0017
Si	0.0072	0.0018	0.0022
Si	0.0003	0.0006	-0.0063
Si	0.0001	-0.0036	0.001
Si	-0.0111	-0.0129	0.0127
Si	0.0024	-0.0013	0.0074
Si	0.0006	0.0011	-0.0025
Si	0.0017	-0.004	0.005
Si	0.0001	-0.0003	-0.0069
Si	0.0008	-0.0002	-0.0043
Si	0.0012	-0.007	-0.0038
Si	-0.0028	-0.0025	-0.0024
Si	-0.0079	0.0002	-0.0019
Si	0.0031	-0.0088	-0.006
Si	0.0049	-0.0055	0.0028
Si	0.0064	0.0011	0.003
Si	0.0005	0.001	-0.0061
Si	0.0004	-0.0036	-0.0003
Si	-0.0005	-0.0005	0.0043
Si	0.0004	0.004	-0.01
Si	0.0013	-0.0003	-0.0076
Si	0.0001	0.0015	0.0015
Si	0.0034	-0.0001	0.0071
Si	0.0023	-0.0008	-0.0033
Si	0.0009	-0.0028	0.004
Si	-0.0011	0.0003	-0.0039
Si	0.0006	-0.0013	0
Si	0.0167	0.0054	0.0143
Si	-0.004	0.0022	-0.0045
Si	0.0008	0.0017	-0.014
Si	0.003	-0.0004	-0.0017
Si	0.0051	-0.0051	-0.0037
Si	0.0007	0.0006	0.0024
Si	0.0076	0.0008	-0.0164
O	-0.0005	-0.0011	0.0026
O	0.001	-0.0009	0.0053
O	-0.0023	-0.0012	0.0065
O	0.0001	-0.0008	-0.0003
O	-0.0028	0.0011	-0.0023
O	-0.0001	0.0016	0.0039
O	-0.0003	0.0024	0.003
O	0.007	0.002	0.0056
O	-0.0007	-0.0008	0.0005
O	-0.0003	-0.0003	0.0067
O	0.0005	-0.002	0.0054
O	0.001	0.0004	0.0074
O	0	-0.0012	0.0027
O	-0.0007	-0.0004	0.0038
O	-0.0025	0.0065	-0.0028
O	-0.0008	-0.0012	-0.0006
O	-0.002	0.0002	0
O	0.0002	-0.001	0.0047
O	0.0013	0.0007	0.0081
O	-0.0006	-0.0058	0.0079
O	-0.003	0.0047	0.0007
O	0.0001	-0.0011	0.0043
O	0.0009	0.0004	0.0041
O	-0.0003	-0.0012	0.0041
O	-0.0026	0.0032	0.0057
O	0.0013	0.0032	0.0034
O	-0.0021	0.0016	0.0044
O	-0.0008	0	-0.0014
O	-0.0016	0.0013	-0.0007
O	0.003	0.0031	0.0014
O	0.0015	-0.0023	0.0018
O	-0.0002	-0.0004	0.002
O	0.0001	0.0001	0.0006
O	-0.0007	-0.0024	0.0076
O	-0.0009	0.0016	0.001
O	0.0012	-0.0024	0.0036
O	0.0002	-0.0027	0.0032
O	0.0045	0.001	0.0068
O	0.0003	-0.0017	0.0034
O	-0.0008	-0.016	0.0121
O	0.001	-0.0008	0.0034
O	0.0015	0.0009	0.0061
O	0.0006	0.0007	0.0032
O	-0.0009	-0.0014	0.0017
O	0.0009	0.0007	0.0007
O	0.0018	-0.0006	0.0035
O	-0.0073	-0.002	0.0083
O	0.002	-0.0039	0.0054
O	0.0018	0.0014	0.0007
O	0.0002	0.0013	-0.0018
O	0.0009	-0.0011	0.0019
O	-0.0062	0.004	0.0064
O	0.0033	-0.0021	0.0053
O	-0.0006	0.0025	-0.0006
O	0.0008	0.0003	0.0062
O	0.0001	-0.0001	-0.0015
O	0.0011	0.0012	-0.0018
O	0.0001	0.0001	-0.0016
O	-0.002	-0.0001	0.0045
O	0.0029	-0.002	0.0004
O	0	-0.0034	0.0007
O	-0.0003	0.0006	0.013
O	-0.0014	0.002	0.0034
O	-0.0009	-0.0004	0.0029

The program warned: the cutoff lies below the one the program advises for these potential files; the forces do not sum to zero within the program's tolerance; the exchange-correlation potential is rough where the density is thin.
